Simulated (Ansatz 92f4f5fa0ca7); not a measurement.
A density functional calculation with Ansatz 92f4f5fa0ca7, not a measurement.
Periodic cell of 177 atoms, Si107O70, from a study of silicon, its oxide and their interface. The atomic structure is a simulated model.

Settings
functional: r2SCAN
potential files: Ansatz norm-conserving
basis: plane waves
wave-function cutoff: 1300 eV
density cutoff ratio: 4
exchange-correlation grid ratio: 1
k mesh: 2 x 2 x 1, shifted by 0.5 0.5 0.5 of a step
self-consistency stop: 5e-08 eV per atom in the density residual
occupations: Fermi-Dirac, 0.05 eV
spin: none
net charge: 0

Cell vectors (angstrom)
a  11.5998  -0.1128  0.0784
b  -0.1128  11.6822  0.0386
c  0.1615  0.0796  23.8974

Atoms: element, x, y, z (angstrom)
Si  -0.0976  -0.5378  -0.0102
Si  -0.1372  4.8386  0.1397
Si  -0.2031  7.9646  0.6901
Si  4.0874  -0.4027  0.1419
Si  4.0821  3.5167  -0.6224
Si  3.7788  8.1478  0.1558
Si  7.7074  -1.0576  -0.1589
Si  7.7817  4.2709  0.2398
Si  7.5714  7.4332  0.3881
Si  1.991  0.0617  1.2313
Si  2.061  3.7952  1.0374
Si  1.9669  8.0348  1.6698
Si  5.9092  0.0228  1.4718
Si  5.6504  3.9698  1.2487
Si  5.5903  7.7429  1.754
Si  9.6348  -0.1162  1.499
Si  9.5098  4.2491  1.63
Si  9.4656  7.7018  2.0638
Si  1.7676  1.9277  2.3485
Si  2.2159  5.8401  2.7375
Si  1.7813  9.9497  3.1239
Si  5.794  1.9996  2.6175
Si  5.7437  5.8651  3.1015
Si  5.627  9.931  2.8901
Si  9.7149  2.168  2.7733
Si  9.7038  5.8365  3.2624
Si  9.3584  9.9417  2.9046
Si  0.1217  2.0531  3.8186
Si  0.2861  5.6245  4.0862
Si  -0.2961  9.738  4.1347
Si  3.5676  2.2787  3.9683
Si  3.748  6.0581  4.2798
Si  3.7442  9.7592  4.4294
Si  7.7182  1.8992  3.8933
Si  7.6604  5.5092  4.3227
Si  7.5609  9.6386  4.4259
Si  0.181  0.0728  5.5427
Si  -0.1002  3.7217  5.557
Si  0.107  7.7475  5.4137
Si  3.6655  0.2614  5.4965
Si  3.6884  3.9744  5.6489
Si  3.8921  7.8355  5.77
Si  7.8153  0.0685  5.5517
Si  7.6691  3.7723  5.5281
Si  7.9258  7.4736  5.7136
Si  1.8815  -0.2531  7.2008
Si  1.5104  3.5812  7.1361
Si  1.9118  7.6714  7.1515
Si  5.7519  0.1449  6.5367
Si  5.7362  3.9109  6.8322
Si  5.9196  7.7275  7.217
Si  9.9669  0.1967  7.1038
Si  9.5261  3.5679  6.8966
Si  9.8619  7.7774  7.011
Si  1.7403  1.8402  8.8076
Si  1.517  5.6321  8.5342
Si  1.9589  9.34  8.631
Si  6.1319  1.8194  8.2408
Si  5.7761  5.9384  8.413
Si  5.5705  9.97  8.1722
Si  10.2764  2.0267  8.5204
Si  9.7091  5.7267  8.1975
Si  9.6555  9.8004  8.4622
Si  0.0513  2.1817  10.2439
Si  -0.3503  6.03  9.8329
Si  0.0215  10.1302  9.739
Si  4.2677  2.6096  9.93
Si  3.7564  5.235  9.6047
Si  3.7933  9.7335  9.6923
Si  8.2219  2.0163  9.2461
Si  7.7324  5.506  9.5551
Si  7.4945  9.83  9.6965
Si  0.3932  0.2707  11.3923
Si  -0.8515  4.2358  11.3593
Si  -0.0706  7.8369  11.266
Si  3.5111  0.4009  10.4542
Si  5.5322  2.0505  11.9992
Si  4.4686  7.7107  10.7059
Si  7.7026  0.3134  11.0279
Si  7.8164  3.7541  10.9444
Si  7.554  7.6783  10.7839
Si  -2.7506  -0.2551  19.2676
Si  1.579  -0.4562  14.4697
Si  3.7015  13.6185  14.6773
Si  6.0564  3.3968  16.2197
Si  10.6564  9.1448  17.9406
Si  4.1371  7.187  13.725
Si  0.2547  6.0212  13.6897
Si  14.449  4.7195  14.5361
Si  -4.9856  6.4095  15.2783
Si  -0.664  12.8033  21.2595
Si  -2.5909  9.4828  12.4995
Si  6.4359  -0.5956  20.9458
Si  8.5196  2.6438  18.2182
Si  7.9241  4.1037  21.0532
Si  4.8029  -3.2385  21.2342
Si  9.5687  7.9356  15.1418
Si  4.1118  13.165  21.3589
Si  1.9656  1.8054  19.3128
Si  0.6916  6.9607  18.0535
Si  -0.1058  3.9444  18.3546
Si  1.8125  -0.6706  17.4604
Si  3.328  6.8014  19.4676
Si  2.2734  8.7723  15.782
Si  4.7196  5.759  16.8813
Si  5.2514  5.6605  21.3092
Si  10.5165  15.7552  21.5012
O  -0.1963  -2.2143  -0.2953
O  -0.1257  0.3637  -1.3827
O  -0.3704  4.179  -3.9182
O  -0.0529  4.407  -1.3807
O  -0.2243  6.5372  -0.1515
O  3.2539  5.7412  -10.5996
O  2.3176  0.4534  -5.4098
O  1.7847  0.5842  -12.7136
O  3.5917  0.4169  -1.3045
O  4.8134  2.5083  -1.8595
O  4.3274  4.9102  -1.3641
O  4.0903  9.6924  0.1367
O  7.2895  -1.0634  -4.145
O  7.3748  -0.5574  -1.5774
O  3.6321  6.4767  -6.1052
O  7.821  3.2782  -1.2176
O  7.3718  8.8713  -0.2299
O  7.8022  5.8415  -0.3629
O  -1.9109  -2.5152  13.9551
O  -2.8524  -0.6504  12.0752
O  -4.8596  3.3881  11.9133
O  -2.3836  3.9355  11.818
O  -7.7138  8.2437  12.3097
O  -5.5121  7.2551  10.9324
O  0.6628  -0.2291  13.2154
O  2.7918  0.6222  14.3891
O  -4.9379  4.7999  15.1771
O  4.6191  1.8846  13.2467
O  0.5228  7.1783  12.6399
O  3.4152  8.029  14.8848
O  6.3114  0.6264  11.8092
O  5.6635  6.8639  14.2429
O  7.8244  8.1758  12.3603
O  11.593  4.6086  12.9222
O  9.3915  10.038  18.6071
O  9.9985  8.5563  11.4127
O  -3.0411  1.1483  18.1883
O  -1.268  2.5454  21.5908
O  0.7881  1.5559  20.3558
O  -4.3377  2.8833  17.0228
O  1.3996  5.3582  14.7655
O  1.0368  14.6266  18.3197
O  2.9119  3.2692  14.3714
O  10.5297  6.6172  14.7059
O  5.9149  6.8492  16.6293
O  10.2929  8.7496  16.3453
O  8.1649  7.0386  15.3474
O  5.7101  7.2199  21.4493
O  3.6857  -3.6101  22.3108
O  5.2778  4.1184  17.3851
O  11.008  7.6762  18.6697
O  12.0229  10.2303  18.3423
O  1.8731  -2.0745  14.4969
O  4.9931  2.2105  15.7482
O  1.3285  7.9924  16.858
O  1.6655  6.7682  19.2794
O  -2.3042  4.9878  21.0582
O  2.7887  9.9534  16.8127
O  3.7274  5.4321  15.7065
O  3.1981  2.249  20.4333
O  4.1976  5.521  20.0569
O  6.4468  4.6677  20.6212
O  7.9738  2.8886  19.9065
O  3.7464  8.2507  19.9713
O  10.0497  3.4988  17.8394
O  5.6604  -1.8956  21.1118
O  11.6723  5.3692  17.7364
O  12.6425  11.4906  16.2484
O  5.2999  12.2926  20.5934
O  9.9605  11.5696  20.4833

Results
free energy: -45056.510 eV
free energy less fixed offsets of O -463.61, Si -117.95 eV per atom: 16.840 eV
pressure: -3.11 GPa
stress xx, yy, zz, yz, xz, xy (GPa, positive in tension): 1.71, 4.77, 2.86, 0.86, 1.26, -0.74

Forces (eV/angstrom), in the order of the atoms: element, x, y, z
Si  0.3337  -1.0454  0.6467
Si  0.7344  1.8686  1.667
Si  0.4294  1.1194  -0.9085
Si  -2.3686  2.5259  -0.5521
Si  1.4948  -0.6968  0.8234
Si  -1.5824  -1.5247  -0.2263
Si  0.1636  -1.3584  3.927
Si  -1.9459  -0.5461  -3.1829
Si  0.671  -2.862  2.6206
Si  -0.2673  -3.0373  -0.2714
Si  -0.735  1.871  -0.7719
Si  -0.8683  -0.7004  -0.0919
Si  0.683  -0.3142  -1.7632
Si  0.6139  -0.4623  0.6993
Si  0.7592  -0.2944  -0.9875
Si  0.2335  2.0113  -3.2668
Si  2.1951  -1.1744  -0.3968
Si  -0.5016  1.533  -2.0331
Si  1.6442  1.5122  0.7898
Si  -1.508  -0.1009  -2.1875
Si  0.5661  -0.1013  -1.525
Si  -0.9765  1.0483  0.424
Si  -0.92  -0.9379  -1.3677
Si  -0.0225  -1.9446  1.6093
Si  -0.5514  -1.1196  -1.2301
Si  0.2214  -0.5333  0.2878
Si  -0.23  -3.2221  2.4706
Si  -1.1206  -0.6698  2.6119
Si  -0.9499  0.6354  1.3823
Si  0.7719  0.7407  1.1373
Si  1.0462  -1.6861  0.0727
Si  1.3305  -1.4296  2.1047
Si  -0.1606  1.338  -0.2667
Si  0.098  0.1481  2.0969
Si  1.033  3.3027  -0.4803
Si  0.1826  0.2104  -0.2509
Si  -0.6628  -0.3983  -0.8151
Si  0.044  0.3097  -1.6983
Si  0.191  -0.1984  0.7156
Si  -0.0997  -0.159  0.0042
Si  -0.8792  0.2126  -0.092
Si  0.303  -0.1161  0.9482
Si  0.8808  0.0914  -0.2757
Si  -0.8436  -3.277  0.907
Si  -1.6105  1.3949  0.1079
Si  0.9577  0.6982  -0.2098
Si  1.8507  0.9093  0.4569
Si  -0.6396  -1.3517  -1.4507
Si  -0.2542  0.0387  1.9526
Si  0.366  -0.1157  1.2605
Si  -0.2065  2.4796  -2.5033
Si  -0.8078  -1.259  -0.8701
Si  1.3496  1.6903  0.3665
Si  -0.2794  -0.1849  -0.0713
Si  1.7219  -0.1197  -1.7389
Si  1.9055  -0.3789  -0.9048
Si  -2.2525  2.0345  -1.1876
Si  -1.7325  1.1804  -0.4769
Si  -1.2143  -3.7362  0.0766
Si  1.1799  -0.6084  -0.3311
Si  -0.298  -0.4656  -1.6463
Si  -0.895  -0.5714  -0.1912
Si  -0.313  0.3219  -0.3689
Si  -1.2912  2.0326  1.2644
Si  -0.2514  -1.1285  0.3164
Si  0.3748  -1.3383  1.2375
Si  1.0337  -0.4422  0.1624
Si  0.0651  1.3657  0.1023
Si  1.9297  0.8223  0.6805
Si  -2.3094  0.0006  3.0085
Si  0.9019  2.4811  -0.1242
Si  0.0376  0.9931  -1.0155
Si  0.7401  -2.9721  2.8246
Si  2.2065  0.8266  1.6378
Si  -1.3481  2.4654  -0.8978
Si  -1.6818  -0.0093  0.4203
Si  0.5863  2.0164  -2.5846
Si  -0.0591  -1.7061  3.8669
Si  1.6824  -3.8166  -0.7451
Si  2.2852  -1.1097  -0.642
Si  1.4499  0.861  0.5748
Si  3.111  1.5825  -2.6795
Si  0.0638  0.3371  3.0243
Si  -1.1076  -0.9201  -1.7212
Si  1.2753  0.4565  1.073
Si  0.2281  1.4731  0.8196
Si  0.865  1.6759  -0.6331
Si  -2.1133  0.3578  4.688
Si  1.2478  2.2443  1.4259
Si  5.4165  2.0956  -2.3904
Si  -0.6457  0.818  -2.5485
Si  -0.5731  -2.4054  -1.1812
Si  2.4611  2.5368  0.4329
Si  -0.6535  0.1204  1.4127
Si  -2.4792  -4.0083  1.0571
Si  -0.2024  0.3446  -0.971
Si  0.3176  -5.0645  1.4696
Si  0.9549  -4.6352  0.2423
Si  -1.2996  1.6707  0.5808
Si  -1.1684  -0.6739  -1.8456
Si  0.2696  3.6446  1.7764
Si  -0.1044  -0.1784  0.0299
Si  -0.7597  -2.0925  -4.9706
Si  1.9288  -0.3399  1.1263
Si  0.6987  -2.9593  1.8545
Si  1.2593  -1.8311  -2.8292
Si  1.645  -3.255  -2.3004
O  0.1983  -0.1476  0.8654
O  0.0671  -1.4473  1.5956
O  0.5481  0.0268  -1.1358
O  -0.5956  -0.2026  -1.0573
O  0.282  -0.8644  0.5244
O  -0.2607  -1.8316  -0.6636
O  -0.4908  -1.4605  -1.4693
O  3.445  -0.7373  -0.3301
O  0.5023  -1.0709  0.1692
O  0.9058  4.6811  4.7553
O  -0.0563  1.8831  0.2882
O  0.6915  1.77  -0.9351
O  -0.6254  1.2358  0.7218
O  -2.3528  1.43  -4.3318
O  -2.7404  2.1427  5.5049
O  -0.7435  2.5513  0.0884
O  0.7825  3.6061  -1.6593
O  -0.6472  2.537  0.5717
O  -0.748  2.6906  -3.0407
O  -0.1168  0.3747  -0.0009
O  -2.5478  -1.4796  1.5957
O  -0.2482  0.1554  -0.841
O  1.8287  -1.1997  -2.0735
O  -5.2765  0.5467  -0.398
O  -2.2156  1.122  -3.4008
O  2.4919  1.6619  0.827
O  -0.6061  -2.4779  0.4853
O  0.6626  -0.0119  0.3407
O  0.6867  1.7879  -1.1521
O  -0.1927  -0.7372  1.8868
O  0.4269  0.1457  0.2088
O  -1.3471  0.7365  -2.8569
O  0.6359  1.4505  -0.018
O  -2.1831  -2.4653  -3.1613
O  1.3302  -1.2915  -1.5564
O  1.1342  0.2117  1.8119
O  1.6815  -3.0559  1.9875
O  -0.0208  -0.2584  -0.1613
O  -1.42  -1.3351  0.539
O  2.4924  0.1654  0.1598
O  -3.1877  1.9385  -1.1926
O  2.0827  -1.5525  0.2354
O  0.0521  -1.1515  0.4381
O  2.3534  -0.4602  -1.3265
O  -0.8189  -1.2436  2.4882
O  -0.1045  0.5223  2.4594
O  -1.0016  0.4216  -0.025
O  1.1161  -1.4969  0.1138
O  0.1013  0.1534  3.7143
O  -2.2694  4.8391  0.1956
O  -0.7754  2.3558  -0.6945
O  -1.3765  -1.8377  -0.6229
O  -1.9883  2.0863  -0.9504
O  -0.0587  0.0315  -0.9158
O  -0.4734  -2.1801  -0.2188
O  3.2489  -0.1946  1.7414
O  0.0237  1.9195  0.3293
O  0.3231  0.6539  1.4285
O  -0.2231  -1.6439  -1.6536
O  -2.7577  -0.3742  -3.4444
O  -1.5299  2.0878  0.7379
O  0.2937  2.308  2.4254
O  1.6648  1.137  -2.2825
O  0.6834  0.2912  -0.5018
O  -4.0483  -2.8824  0.3241
O  -2.8492  -3.2785  1.3924
O  1.4019  -0.6083  0.2044
O  -0.6421  0.5445  -3.0773
O  0.3482  -0.4107  0.4344
O  -0.1905  2.3169  0.954
